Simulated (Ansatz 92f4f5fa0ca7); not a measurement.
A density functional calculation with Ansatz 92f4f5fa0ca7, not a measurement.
Periodic cell of 186 atoms, Si104O82, from a study of silicon, its oxide and their interface. The atomic structure is a simulated model.

Settings
functional: PBE
potential files: Ansatz PAW
basis: plane waves
wave-function cutoff: 700 eV
density cutoff ratio: 5
exchange-correlation grid ratio: 2
k mesh: 2 x 2 x 1, shifted by 0.5 0.5 0.5 of a step
self-consistency stop: 5e-08 eV per atom in the density residual
occupations: Fermi-Dirac, 0.05 eV
spin: none
net charge: 0

Cell vectors (angstrom)
a	11.5983	0	0
b	0	11.5983	0
c	-3.0914	-5.116	23.7379

Atoms: element, x, y, z (angstrom)
Si	2.4832	1.6183	0.1139
Si	2.1696	5.6727	-0.1563
Si	2.1965	10.0036	0.1129
Si	6.5131	1.4442	0.1723
Si	6.1849	5.7813	-0.0611
Si	6.1706	8.9896	0.1025
Si	9.8889	2.7068	-0.0775
Si	9.9465	5.8059	0.3297
Si	9.7776	8.9322	0.1129
Si	4.4315	1.7156	1.3969
Si	4.1638	5.4582	1.2226
Si	4.183	9.511	1.3597
Si	8.2544	2.0275	1.5607
Si	7.9885	5.6437	1.5502
Si	8.0081	9.4073	1.6155
Si	11.9448	2.041	1.1888
Si	11.9916	5.7569	1.4372
Si	11.8182	9.533	1.3397
Si	4.2722	3.6392	2.7478
Si	4.1433	7.4703	2.6452
Si	4.2889	11.4409	2.7746
Si	8.0793	3.7972	2.9876
Si	8.0272	7.5192	2.9513
Si	8.182	11.5417	2.7749
Si	11.999	3.8057	2.7641
Si	11.9758	7.643	2.7912
Si	11.8641	11.6042	2.5998
Si	2.3314	3.6936	4.1501
Si	2.3081	7.5565	4.1563
Si	2.2523	11.513	4.0454
Si	6.1018	3.6651	4.2456
Si	6.0154	7.539	4.1593
Si	6.2016	11.5211	4.1439
Si	10.0957	3.773	4.204
Si	10.0553	7.5762	4.18
Si	10.0979	11.5529	4.1441
Si	2.1958	1.7903	5.591
Si	2.3754	5.6077	5.5796
Si	2.3204	9.5587	5.4119
Si	6.1251	1.7669	5.6714
Si	6.046	5.6136	5.5156
Si	6.1565	9.5524	5.3815
Si	10.1521	1.8398	5.5983
Si	9.9929	5.6699	5.561
Si	10.1263	9.5856	5.4017
Si	4.0701	1.7949	7.0224
Si	4.3037	5.5607	7.0677
Si	4.2658	9.4571	6.7618
Si	8.2081	1.8079	6.9241
Si	7.9548	5.6775	6.8476
Si	8.1442	9.6395	6.6329
Si	11.9597	1.8025	7.1971
Si	11.9654	5.5776	6.8379
Si	12.0172	9.6744	6.8206
Si	4.1189	3.672	8.6212
Si	4.4512	7.6171	8.2626
Si	4.1234	11.3086	8.1413
Si	7.9978	3.7564	8.2426
Si	8.0713	7.767	7.9289
Si	8.2665	11.3884	8.1832
Si	11.8733	3.8934	8.52
Si	12.0561	7.6262	7.8776
Si	11.9882	11.3506	8.5992
Si	2.1237	4.5211	9.9218
Si	2.3376	7.575	9.216
Si	2.4366	10.6199	9.7316
Si	6.1894	2.9159	9.6615
Si	6.4654	8.3925	9.5722
Si	6.1847	11.3848	9.1902
Si	9.7859	4.5606	9.5865
Si	10.0741	7.693	9.0663
Si	9.9806	10.7071	9.8378
Si	1.1053	-0.4168	16.1242
Si	4.6834	5.4981	22.3679
Si	11.772	6.5995	16.0604
Si	4.9611	3.1093	14.994
Si	7.6985	7.1731	12.3158
Si	5.6754	7.617	14.4885
Si	12.737	4.4575	12.8897
Si	2.5386	-0.5566	12.7931
Si	9.3861	1.8097	16.6334
Si	3.6059	5.6264	14.421
Si	7.4966	6.1801	18.5588
Si	7.6111	2.139	14.0157
Si	7.8047	4.1747	11.93
Si	3.8507	12.0711	15.2692
Si	9.4016	0.1614	12.9196
Si	11.5801	3.8293	17.3586
Si	10.7891	3.0756	21.5354
Si	4.8458	8.1372	21.4671
Si	1.3046	2.2927	19.575
Si	9.1671	3.5791	19.0468
Si	1.0814	8.7791	14.2718
Si	12.0174	1.4865	13.8615
Si	5.4201	5.4946	16.5072
Si	9.0625	10.4773	15.6772
Si	8.1923	8.8295	19.8435
Si	3.3312	0.288	20.4511
Si	10.7214	6.7619	13.3154
Si	10.5478	-1.8586	21.4752
Si	0.7368	-0.5747	19.245
Si	5.9077	10.1852	16.226
Si	9.5969	7.992	17.3397
Si	5.5276	-1.4622	19.346
O	2.893	2.1864	-1.3897
O	2.1938	0.0288	-0.0931
O	2.8251	1.7774	19.9204
O	1.8142	4.5644	-1.3241
O	11.333	-1.5248	20.0889
O	6.6623	2.1565	-1.3387
O	10.6093	4.5019	22.2627
O	3.3646	0.1778	22.0853
O	2.258	-0.788	19.8097
O	7.1248	-0.099	-0.1044
O	6.6139	9.462	-1.4555
O	10.7043	2.7873	16.4196
O	9.36	1.9218	-1.4586
O	11.9098	0.9848	19.4754
O	9.9042	4.3416	-0.5466
O	4.7489	6.5382	21.1197
O	9.8479	7.328	-0.4761
O	5.4712	9.8673	17.7525
O	2.2097	6.1893	10.1589
O	2.9414	-0.4622	11.2265
O	2.1133	5.3994	13.8319
O	9.5327	2.9169	20.4942
O	2.2081	8.9935	10.0829
O	6.5438	3.4755	11.17
O	7.2644	7.7485	10.8656
O	1.3663	7.5644	15.3977
O	3.7431	11.6641	13.6948
O	6.2119	9.9724	10.1167
O	6.1581	1.2618	10.003
O	10.1	9.0484	10.0786
O	11.4347	5.4401	12.6297
O	2.739	-0.3484	16.1485
O	2.2486	-2.0932	13.3615
O	12.4012	3.064	13.6902
O	5.6744	3.8841	16.2661
O	8.1702	3.5034	13.3605
O	6.2709	6.4425	15.4675
O	1.2602	0.4527	12.9243
O	5.9727	5.9161	17.9832
O	9.7106	-0.3358	11.4046
O	11.6504	8.1143	13.1923
O	3.8239	5.7427	16.0843
O	10.503	4.3539	18.4753
O	10.598	6.4175	14.9219
O	8.0129	4.7352	19.1372
O	5.2893	11.6201	15.8329
O	9.2396	8.9574	18.5962
O	9.6156	8.9914	16.0571
O	9.1963	4.0713	11.0688
O	9.3716	10.5974	14.0754
O	9.2879	7.1711	12.6793
O	3.7531	13.6982	15.4668
O	8.4899	6.7643	17.3704
O	0.6401	-0.8135	17.6334
O	5.3122	8.9793	15.3049
O	1.2325	3.097	18.1469
O	7.4891	10.3934	16.0514
O	10.4733	1.308	13.393
O	6.8376	8.005	13.4274
O	0.4972	10.0095	15.1741
O	9.9456	6.2114	9.8528
O	1.8247	3.9966	11.4776
O	7.9377	0.885	13.0224
O	11.095	7.3258	17.3683
O	10.7846	1.9714	22.7271
O	4.4042	4.2601	13.9793
O	7.4839	7.3403	19.7311
O	9.6791	0.1753	16.5319
O	12.2448	3.1565	20.7823
O	4.7282	8.9174	20.058
O	6.004	2.1954	14.1698
O	9.0959	9.0482	21.1738
O	4.3054	6.9875	13.8023
O	12.2233	5.0884	16.5283
O	6.1882	4.8524	22.6115
O	8.2767	2.0495	15.4865
O	5.9377	7.3923	-0.1808
O	7.101	10.0497	19.7854
O	8.7506	2.316	18.0675
O	0.6725	0.9993	15.4172
O	7.2243	5.6345	12.3112
O	4.8076	-0.0604	19.8056

Results
free energy: -112758.180 eV
free energy less fixed offsets of O -569.03, Si -635.61 eV per atom: 5.720 eV
pressure: -0.53 GPa
stress xx, yy, zz, yz, xz, xy (GPa, positive in tension): -0.07, 1.1, 0.56, -0.11, 0.13, 0.23

Forces (eV/angstrom), in the order of the atoms: element, x, y, z
Si	-0.0134	-0.2974	0.123
Si	-0.2056	0.2445	-0.0624
Si	-0.0668	0.3094	0.1569
Si	0.0045	0.3868	-0.0698
Si	0.0318	0.096	-0.342
Si	-0.0954	-0.0596	0.1633
Si	0.0651	0.0741	-0.15
Si	0.0276	0.0522	-0.3932
Si	-0.0792	-0.0705	-0.0632
Si	0.0458	-0.0585	-0.374
Si	-0.0023	0.0636	-0.1964
Si	0.0301	-0.1039	-0.2921
Si	0.0784	-0.1593	-0.1207
Si	-0.0366	0.0241	-0.1586
Si	-0.0376	-0.1967	-0.1107
Si	-0.0027	0.0281	-0.3074
Si	0.1219	-0.062	-0.1683
Si	-0.0427	0.0057	-0.2209
Si	-0.0095	-0.1031	0.007
Si	0.1614	0.1688	-0.0914
Si	-0.1082	-0.0496	0.0889
Si	-0.0808	-0.0733	0.1492
Si	-0.1471	0.0742	0.2254
Si	0.0105	-0.0464	0.0906
Si	-0.0506	0.0513	0.0768
Si	0.0231	0.0907	0.0873
Si	0.1111	-0.0136	-0.1526
Si	-0.0645	-0.0164	0.0866
Si	-0.123	-0.0892	0.0009
Si	0.0295	0.041	-0.0541
Si	0.1009	0.1246	-0.034
Si	0.0762	-0.0648	-0.252
Si	-0.0844	0.0934	-0.1668
Si	0.0247	-0.0189	-0.0005
Si	-0.0379	-0.0566	-0.1108
Si	0.0305	0.0364	-0.0999
Si	0.1172	-0.0225	-0.0754
Si	-0.0729	-0.0341	-0.0975
Si	0.0063	0.0786	-0.0522
Si	-0.0394	-0.0523	0.1827
Si	0.0239	0.0588	0.0445
Si	-0.0146	-0.0273	0.0526
Si	-0.2338	-0.0433	0.0434
Si	0.1287	-0.0755	0.1785
Si	0.0101	0.1268	0.0555
Si	0.0209	0.0708	0.0008
Si	-0.0317	-0.0709	0.1249
Si	0.0165	0.0996	-0.2096
Si	0.1011	0.0948	-0.2047
Si	-0.0864	-0.0923	-0.2454
Si	0.0886	0.0388	-0.4199
Si	0.0098	0.0586	0.1697
Si	-0.0941	-0.1011	-0.2656
Si	-0.0189	0.0424	-0.1381
Si	0.0156	0.0139	0.0588
Si	0.1244	0.0948	0.2578
Si	-0.0987	-0.06	0.2376
Si	-0.0742	-0.1136	-0.0009
Si	-0.1082	0.0629	0.2146
Si	0.0499	-0.0624	0.1885
Si	-0.018	0.0515	0.0865
Si	-0.0172	-0.0616	0.142
Si	0.0937	-0.1105	0.0237
Si	-0.0629	0.1719	0.2531
Si	-0.0994	0.0202	0.4997
Si	0.1617	-0.1132	0.3098
Si	0.0643	-0.167	0.3856
Si	0.2097	0.0467	0.3323
Si	-0.1888	0.2212	0.473
Si	-0.2084	0.1931	0.4007
Si	0.0458	-0.093	0.6073
Si	-0.0956	-0.1363	0.5367
Si	0.1115	-0.0148	0.0409
Si	-0.1328	-0.0726	0.005
Si	0.0277	-0.0524	0.0301
Si	-0.0881	-0.0076	0.1423
Si	-0.1187	-0.0438	0.3051
Si	-0.0536	-0.0071	0.1417
Si	-0.0696	0.1632	0.3935
Si	-0.0248	-0.0899	0.4304
Si	-0.0692	0.0072	0.0586
Si	0.0772	0.0278	0.1106
Si	0.0769	0.0085	-0.1598
Si	0.0597	-0.0619	0.1715
Si	0.078	-0.0818	0.2279
Si	-0.044	0.0331	0.1373
Si	-0.1065	0.188	0.3571
Si	0.0773	0.0373	0.0189
Si	0.0459	0.1045	-0.447
Si	-0.008	0.3899	-0.2421
Si	-0.0556	-0.115	-0.2226
Si	0.0048	0.0706	-0.254
Si	-0.0155	-0.0342	0.0711
Si	0.0759	-0.0597	0.2878
Si	0.0891	-0.0039	0.0538
Si	-0.118	0.0004	0.1873
Si	-0.0845	0.0573	-0.3324
Si	-0.0329	-0.0163	-0.4898
Si	0.1364	0.0595	0.3057
Si	0.0337	-0.1316	-0.2998
Si	0.0849	0.1171	-0.2376
Si	-0.0556	-0.0594	0.0483
Si	0.0044	-0.1357	0.0037
Si	0.0917	0.0869	-0.1914
O	-0.0332	0.0602	0.2235
O	-0.0015	-0.0693	0.1964
O	0.0221	-0.0458	0.1748
O	0.0905	0.1518	0.1813
O	-0.1171	-0.0261	0.1529
O	-0.0087	-0.2739	0.2797
O	0.0322	-0.1282	0.1005
O	-0.1256	0.0509	0.7149
O	0.0466	0.0408	0.178
O	-0.0325	0.1303	-0.0053
O	0.0934	0.0737	0.1085
O	0.0609	-0.0551	0.0269
O	0.0235	0.0971	0.083
O	0.019	-0.012	0.0604
O	0.069	-0.1856	0.4048
O	0.0375	-0.1879	0.1018
O	0.0323	-0.0178	0.5056
O	-0.0147	-0.0253	0.1276
O	0.1885	-0.3319	-0.3701
O	-0.0925	-0.0105	-0.4043
O	-0.1145	-0.0854	-0.1384
O	0.0655	-0.0358	0.1868
O	0.1108	0.3162	-0.2719
O	-0.0306	0.0506	-0.1845
O	-0.1428	0.0532	-0.1662
O	-0.0689	-0.0082	-0.027
O	-0.0169	-0.0128	-0.1758
O	0.0477	-0.3445	-0.5131
O	0.0073	0.2612	-0.5221
O	-0.1391	0.1747	-0.4224
O	-0.0249	-0.0861	-0.1327
O	0.0009	0.0649	-0.0517
O	0.0193	0.1061	-0.1302
O	0.0226	0.0823	-0.1373
O	-0.0524	0.0642	-0.0645
O	-0.0391	0.1086	-0.2466
O	-0.0287	0.0187	-0.0863
O	-0.0421	-0.0207	-0.1463
O	0.0406	0.0284	0.0977
O	0.1337	-0.1624	-0.6643
O	-0.0188	-0.035	-0.0778
O	0.0476	-0.0403	-0.1136
O	-0.067	-0.0794	0.0443
O	-0.0125	0.0048	-0.2049
O	0.0148	-0.0336	0.0638
O	-0.0234	0.0169	-0.0728
O	-0.0228	-0.0396	0.1274
O	-0.0385	0.0746	-0.0535
O	0.1716	0.0322	-0.1601
O	0.0288	0.0229	-0.2342
O	-0.0536	0.0513	-0.2172
O	0.0667	-0.0401	-0.0663
O	-0.0509	0.0118	0.0832
O	-0.0057	0.0364	0.1354
O	0.0306	-0.0814	-0.0518
O	-0.0085	-0.0238	0.0685
O	0.1336	-0.0061	-0.0761
O	-0.0637	-0.0407	-0.1082
O	0.1449	-0.0562	-0.221
O	-0.0228	-0.0622	-0.1032
O	0.0299	-0.158	-0.2256
O	0.1881	0.0054	-0.3905
O	0.0528	-0.0586	-0.1267
O	-0.0244	0.0356	-0.0541
O	0.066	-0.3903	0.2411
O	-0.0034	0.0606	-0.058
O	-0.0042	0.042	0.1047
O	0.0391	-0.0227	-0.0494
O	-0.0675	0.0259	0.199
O	0.012	-0.2062	0.292
O	0.0503	-0.0072	-0.0639
O	0.0166	0.096	0.1714
O	0.0048	-0.0505	-0.0277
O	-0.0311	0.0186	0.0051
O	-0.0997	-0.0497	0.0695
O	-0.0562	0.035	-0.0956
O	0.05	0.182	0.0352
O	0.0681	-0.0746	0.1047
O	0.1052	0.0554	0.0408
O	-0.0578	0.0565	-0.1181
O	0.0545	-0.0741	-0.1371
O	-0.0887	0.0603	0.2091

The program warned: the cutoff lies below the one the program advises for these potential files.
